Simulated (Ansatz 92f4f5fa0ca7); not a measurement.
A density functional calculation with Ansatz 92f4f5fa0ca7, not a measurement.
Periodic cell of 215 atoms, Si131O82As2, from a study of silicon, its oxide and their interface. The atomic structure is a simulated model.
Doubt: the cutoff is far below the 930 eV that the study's wrapper takes by default for these files, so forces and energies are approximate.
This geometry differs little from another in the collection (a relaxation step or a small displacement).

Settings
functional: PBE
potential files: Ansatz PAW
basis: plane waves
wave-function cutoff: 580 eV
density cutoff ratio: 5
exchange-correlation grid ratio: 1
k mesh: 1 x 1 x 1, Gamma-centred
self-consistency stop: 5e-08 eV per atom in the density residual
occupations: fixed
spin: none
net charge: 0

Cell vectors (angstrom)
a 10.938 0 0
b 0 10.938 0
c 0 0 31.5432

Atoms and the computed forces on them: element, x, y, z (angstrom), force x, y, z (eV/angstrom)
Si 10.4106 0.6025 24.3307 -0.0006 0.0013 -0.0023
Si 6.0181 10.5292 24.1328 -0.0006 0.0003 -0.0014
Si 2.1009 3.2758 24.0792 -0.0002 -0.0011 -0.0019
Si 8.6785 2.2875 24.3013 -0.0022 0.0018 -0.0033
Si 0.4759 5.0864 24.1533 -0.0004 0.0009 -0.0023
Si 5.0289 5.9223 24.1802 0.0005 0.0002 -0.0012
Si 3.3724 7.6794 24.1383 -0.0002 -0.0006 -0.0013
Si 7.8042 8.8559 23.9874 0.0016 0.0001 -0.0006
Si 1.3238 1.4982 25.4482 0.0009 0.001 0.0002
Si 6.8968 1.3235 25.4849 0.0015 0.0007 0.0005
Si 4.0093 4.1236 25.3126 -0.0005 0.0002 0.0005
Si 9.6494 4.1212 25.4135 0.0009 0.0005 0.0013
Si 1.4802 6.8404 25.3552 -0.0002 0.0005 0.0009
Si 6.8764 6.9674 25.2328 -0.0007 0.0005 0.0001
Si 4.2096 9.5537 25.3289 -0.0001 0.0017 0.0009
Si 9.5119 9.6619 25.4245 -0.001 -0.0002 0.0009
Si 2.7648 0.0204 26.6377 0.0004 -0.0003 0
Si 8.2047 -0.0035 26.9256 -0.0007 -0.0001 -0.0025
Si -0.0001 2.7914 26.9052 -0.0011 -0.001 -0.0023
Si 5.434 2.7545 26.6592 0.0001 -0.0005 -0.0002
Si 2.7431 5.4635 26.8211 -0.0015 -0.0003 -0.0022
Si 8.2084 5.5415 26.6258 -0.0003 -0.0002 -0.0008
Si 0.0261 8.2282 26.6449 0.0006 -0.0001 -0.0003
Si 5.5315 8.219 26.7804 0 0.0002 -0.001
Si 4.1074 1.3718 28.0672 -0.0014 0.0017 0.0014
Si 9.576 1.391 28.219 -0.0015 0.0003 -0.0005
Si 1.3834 4.1388 28.2172 0.0004 -0.0012 -0.0022
Si 6.8302 4.1424 28.0245 0.0002 -0.0007 0.0042
Si 4.1377 6.8438 28.1304 -0.0019 -0.0001 0.0018
Si 9.5924 6.8566 28.0513 -0.0011 -0.0001 0.0023
Si 1.3896 9.5916 28.0449 -0.0009 0 0.0038
Si 6.8316 9.5573 28.2161 -0.0007 0.0009 -0.0015
Si 0.0257 -0.0135 29.4942 0.0015 -0.0025 -0.0008
Si 5.448 0.0178 29.4997 -0.0012 0.0017 0.0003
Si 2.7538 2.7179 29.4973 -0.0009 0.0008 -0.0002
Si 8.1688 2.7754 29.4864 -0.0022 0.0009 -0.0012
Si -0.0209 5.5004 29.5029 -0.0018 0.0009 0.0003
Si 5.4844 5.4636 29.4819 0.0015 -0.0016 -0.0005
Si 2.736 8.2127 29.4664 -0.0001 0.0006 -0.0017
Si 8.2308 8.1799 29.4995 0.0006 -0.0007 0.0004
Si 1.3673 1.3673 30.8594 0.1494 -0.0521 0.0864
Si 6.8362 1.3673 30.8594 -0.1641 0.1272 -0.082
Si 4.1018 4.1018 30.8594 0.1273 -0.0722 -0.0084
Si 9.5708 4.1018 30.8594 -0.1672 0.1501 -0.0519
Si 1.3673 6.8362 30.8594 -0.0133 0.2167 -0.1032
Si 6.8362 6.8362 30.8594 0.1054 -0.1537 0.0376
Si 4.1018 9.5708 30.8594 -0.1485 0.0708 -0.0707
Si 9.5708 9.5708 30.8594 0.1487 -0.076 0.0381
Si 2.7345 0 0.6835 0.061 -0.1782 0.0841
Si 8.2035 0 0.6835 -0.1649 0.0739 -0.105
Si 0 2.7345 0.6835 -0.0715 0.1221 -0.0529
Si 5.469 2.7345 0.6835 0.1261 -0.1241 0.0869
Si 2.7345 5.469 0.6835 -0.1579 0.0137 -0.068
Si 8.2035 5.469 0.6835 0.0806 -0.193 0.1323
Si 0 8.2035 0.6835 0.1919 -0.1008 0.0941
Si 5.469 8.2035 0.6835 -0.0547 0.1127 -0.0532
Si 4.1136 1.3479 2.051 0.0014 -0.0021 -0.0011
Si 9.5502 1.377 2.0309 0.0001 0.0022 -0.0035
Si 1.3362 4.1281 2.0598 -0.0015 0.0025 0.0005
Si 6.8616 4.0643 2.0618 0.0003 -0.0003 -0.0014
Si 4.0896 6.8418 2.0346 -0.0039 -0.0019 -0.0039
Si 9.5939 6.8087 2.0525 0.0002 -0.0013 -0.0016
Si 1.3828 9.5504 2.0611 0.0024 0.0012 -0.0007
Si 6.8368 9.5659 2.0579 0.0037 -0.0022 0.0007
Si -0.0628 -0.0338 3.3471 0.0028 0.0016 0.0041
Si 5.47 -0.0201 3.4672 0.0008 -0.0013 0.0031
Si 2.6936 2.707 3.3518 -0.0014 0.003 0.0065
Si 8.2242 2.698 3.4883 -0.0012 0.0061 -0.0048
Si -0.0218 5.4651 3.5191 0.0019 -0.0017 -0.0011
Si 5.4614 5.4586 3.3453 0.0025 -0.0007 0.0022
Si 2.7337 8.1627 3.4706 -0.0046 0.0016 -0.0058
Si 8.2201 8.1722 3.3795 -0.005 0.0067 0.0015
Si 1.2677 1.357 4.6718 0.0076 -0.0016 0.0066
Si 6.9067 1.2693 4.8651 0.0098 -0.0033 -0.002
Si 4.055 4.1007 4.6668 -0.0029 -0.0097 0.0088
Si 9.5627 4.0627 4.9283 0.0017 -0.0033 -0.0025
Si 1.357 6.8381 4.9173 0.0039 -0.0022 -0.0032
Si 6.8466 6.791 4.6972 -0.0026 -0.0029 -0.002
Si 4.1315 9.4994 4.8389 0.0001 -0.0057 0.0013
Si 9.5711 9.5367 4.7529 0.0015 -0.001 0.0003
Si 2.5933 -0.0767 5.9938 -0.0056 0.0055 -0.0056
Si 8.2369 -0.1493 6.2659 -0.0024 0.0046 -0.0052
Si 0.0243 2.6558 6.2448 -0.0011 0.0021 -0.0163
Si 5.5317 2.7904 6 -0.0041 0.0028 -0.0006
Si 2.7022 5.3516 6.1809 -0.0004 0.0098 -0.0098
Si 8.1308 5.4622 6.2021 -0.007 -0.0027 -0.0041
Si -0.0039 8.2834 6.2491 -0.0043 0.0028 -0.0023
Si 5.5528 8.1218 6.16 0.0048 0.0036 -0.0057
As 3.5053 1.9203 6.8976 0.015 -0.0319 0.0148
Si 9.9926 0.8562 7.498 -0.0027 -0.0034 -0.0014
As 1.6843 3.6785 7.7475 0.0322 -0.011 -0.0643
Si 6.2236 4.5784 7.364 0.0055 0.0015 0.0158
Si 4.5741 6.3016 7.2693 0.0014 0.0022 0.0028
Si 9.1472 7.2299 7.3827 -0.0014 -0.0042 0.0064
Si 0.8643 10.1726 7.504 0.0052 -0.0018 0.0086
Si 7.3744 8.9038 7.5069 -0.0003 0.0038 0.0093
O 4.4879 6.6092 8.893 -0.0028 0.0046 0.0061
O 0.5665 4.3639 9.1269 -0.0815 0.0073 0.027
O 9.6497 6.6751 8.859 0.0008 -0.0053 0.0012
O 1.2379 10.1171 9.1274 0.0001 0.0006 0.0042
O 6.1072 4.2802 8.9927 -0.0004 -0.0189 0.0202
O 3.6004 1.3173 8.5943 0.076 -0.0273 0.1427
O 7.0822 9.0014 9.1482 -0.0017 0.0018 -0.0038
O 9.5801 1.0892 9.0928 -0.0033 -0.0024 -0.0003
O 8.2077 2.5896 22.7488 0.0021 0.0001 0.0026
O 10.9714 5.5934 22.6356 0.0001 -0.0007 0.0013
O 5.6046 0.1091 22.6182 -0.0001 -0.0009 -0.0017
O 5.2636 5.4396 22.613 -0.001 0.0002 0.0003
O 2.0968 2.8419 22.4722 -0.0006 0.0009 0.0013
O 3.3016 7.8998 22.4878 0.0007 -0.0003 0.0009
O 8.3447 8.7881 22.4052 -0.0007 0.0009 0.0001
O -0.201 11.2807 22.7389 -0.0021 0.0006 0.0028
Si 2.0644 3.1489 12.8934 -0.0008 0.0013 -0.0053
Si 8.6068 1.3181 10.3825 -0.0059 0.0014 0.0053
Si 0.996 4.6128 15.3556 0.0024 0.0001 0.0033
Si 7.397 5.6099 12.2109 0.0036 0.0122 0.0004
Si 2.3791 8.2352 21.1923 -0.0001 0.0022 0.0008
Si 5.2857 7.7906 12.4794 0.0046 -0.0003 0.0016
Si 9.1489 0.5361 15.5208 0.0003 0.0012 -0.0011
Si 2.8359 0.0455 16.6304 -0.0007 0.0013 0.0015
Si 10.3752 1.3158 12.6459 0.0007 0.0028 -0.0012
Si 7.7326 2.8811 21.2343 0 0.0006 0.0027
Si 9.037 8.8862 14.4554 -0.0063 0.0017 0.0003
Si 1.158 5.0302 10.4852 0.0209 -0.0096 0.0466
Si 4.4251 9.5617 19.1026 0 -0.0002 0.0023
Si 11.0371 6.1513 21.1062 -0.0013 -0.0005 0.003
Si 6.5122 10.541 14.822 -0.0027 0.0016 0.0002
Si 5.3519 0.7819 21.1651 -0.0003 -0.0007 0.0034
Si 2.2741 9.8401 10.3662 -0.001 -0.0154 -0.009
Si 0.3936 10.6796 21.3718 0.0007 -0.0004 0.0013
Si 5.8209 5.2965 21.1035 -0.0006 0.0011 0.0018
Si 3.5342 7.1218 10.0901 -0.0123 -0.001 -0.0067
Si 8.9723 5.7592 14.7903 -0.0005 0.0011 0.0027
Si 3.6173 4.1369 19.0859 0 0.0004 0.002
Si 9.9736 3.725 19.3128 0.0001 0 0.0021
Si 4.1503 8.7402 15.3465 0.0003 -0.0005 0.001
Si 0.3681 1.9999 17.1341 -0.0005 -0.0009 0.0028
Si 6.7382 7.5981 19.2269 -0.0003 -0.0002 0.0027
Si 5.1644 3.7136 16.6971 0.0008 0.0006 0.0021
Si 7.7207 5.0818 17.5033 -0.0009 -0.0006 0.0018
Si 6.6258 9.9243 10.4191 0.0045 -0.0036 -0.0055
Si 4.2887 1.0498 10.023 -0.0139 0.0119 -0.1047
Si -0.136 9.2543 11.9114 -0.0019 0.0101 0.0029
Si 9.0602 8.6803 20.9288 -0.0018 -0.0006 0.0021
Si 4.4523 1.765 14.5257 0.0008 0.001 -0.0009
Si 2.4079 2.13 21.0392 0.0013 0.0002 0.0026
Si 6.2429 3.3587 10.3277 -0.0019 -0.0056 -0.0168
Si 3.3399 6.0058 16.7607 0 0.0015 0.0012
Si 9.6838 6.7852 10.4758 -0.0067 0.0152 -0.0009
O 0.0763 2.7099 18.5707 -0.002 0.0015 -0.0002
O 2.8233 9.7109 15.5659 0.0005 0.0011 -0.0005
O 10.8104 4.8677 20.129 -0.0003 0.0011 -0.0012
O 7.4437 2.3464 9.9335 -0.0162 0.0117 0.0042
O 10.7994 5.7934 11.1704 -0.025 -0.0086 0.0153
O 6.3984 6.6878 12.9324 -0.0019 0.0014 -0.0125
O 10.0091 8.3622 10.8036 0.003 -0.0022 -0.0011
O 7.5741 9.5562 13.9837 0.0004 0.002 0.0007
O 8.2039 6.3729 11.0179 -0.0172 -0.0077 0.0113
O 5.3022 10.5625 20.0354 -0.0005 0.0041 0.0005
O 1.9565 3.9344 11.4473 0.0062 -0.0009 0.006
O 7.9261 8.5969 19.7528 0.0001 0.0009 -0.0009
O 6.1495 6.7755 20.5141 -0.0007 -0.0005 -0.0011
O 5.4054 2.8173 15.3569 -0.0003 0.0007 -0.0003
O 1.273 0.9686 20.6849 -0.0005 0.0001 -0.0017
O 6.0027 9.0155 11.6351 -0.006 -0.0121 0.0069
O 4.498 5.0761 16.0888 0.0001 0.001 -0.0002
O 6.5086 3.9964 17.5813 -0.0005 0.0011 -0.0013
O 10.5663 10.8544 11.8382 0.004 -0.01 0.0015
O 5.4868 0.5913 13.9519 -0.0003 0.001 0.0008
O 7.9957 5.1604 15.9185 -0.0005 0.0004 0.0026
O 9.5951 9.8917 15.626 0.0003 0.0054 0.0046
O -0.45 5.2591 15.0427 -0.0056 0.0031 -0.0013
O 1.5323 6.8893 20.7877 0.0005 -0.0001 -0.0017
O 1.425 0.7272 17.1507 0.0005 -0.0001 -0.0013
O 6.559 1.8246 20.8119 -0.0009 0 -0.0018
O 0.8746 2.0216 12.9216 -0.0025 -0.0004 0.0011
O 3.217 5.5742 18.358 -0.0007 -0.0006 0.0006
O 9.403 2.1019 11.5931 -0.0003 -0.0029 -0.0022
O 0.8875 3.183 16.1376 0.0018 -0.0019 0.0008
O 8.4708 5.1709 13.3566 -0.0063 0.002 -0.0055
O 10.228 8.7599 13.3461 0.0066 -0.0012 -0.0078
O 1.4062 9.445 21.6807 0.0006 -0.0003 0.0006
O 10.0404 9.981 20.5974 0.0002 0.0017 -0.0015
O 3.0879 0.2566 10.857 0.017 0.0115 -0.0239
O 4.891 2.4573 10.651 0.0105 -0.0278 -0.0348
O 1.7952 4.3236 13.9786 -0.0016 0.0026 -0.0023
O 7.9012 10.8497 10.8966 0.0029 0.0122 -0.0073
O 9.0447 4.5181 18.2409 0.0002 0.0001 -0.0007
O 5.5301 9.5801 15.7331 -0.0011 0.0004 -0.001
O 5.5076 0.0003 9.839 -0.0651 0.0617 0.0212
O 3.5008 2.4151 13.3317 0.0049 -0.0037 0.002
O 1.8489 5.7417 16.1588 0.0006 0.0024 -0.0003
O 9.5996 1.126 14.0616 -0.0024 -0.0001 0.0024
O 4.2562 6.9658 11.5301 0.0028 0.0014 -0.0017
O 4.7337 4.5034 20.2038 0.0013 0.0011 -0.0003
O 9.8529 1.4145 16.6716 -0.0017 -0.0005 -0.0019
O 6.5855 4.3157 11.6131 -0.0034 0 -0.0038
O 5.5323 8.4801 18.5593 -0.0006 0.0008 -0.0011
O 9.0429 2.7802 20.2696 -0.0019 0.0006 -0.0007
O 3.5096 1.2156 15.7316 -0.0003 -0.0026 -0.0005
O 4.1429 3.147 17.8693 -0.0007 -0.0002 0
O 9.8767 7.2692 20.8888 -0.0003 0.0005 -0.0013
O 3.3081 8.714 9.8048 -0.0105 -0.0089 0.0033
O 3.8369 7.5146 16.3878 0.0012 0.002 -0.001
O 7.5114 0.5748 15.6996 0.0007 0.0001 -0.0007
O 8.8247 7.373 14.9621 -0.0022 -0.0052 0.0004
O 3.8954 1.4931 21.1696 -0.0016 0.0006 -0.0014
O 1.4796 9.1468 11.6351 -0.0042 0.0032 0.0048
O 2.1828 6.2401 10.0902 0.0607 0.053 -0.006
O 7.2952 6.5353 18.1168 -0.0009 0.0005 -0.0008
O 7.1948 4.4184 21.1143 0 -0.0005 -0.0015
O 4.4152 8.2908 13.7851 0.0031 -0.0008 -0.0034
O 3.2817 8.7363 19.9365 -0.002 -0.0013 0.0006
O 2.4567 3.2877 19.8712 -0.0009 -0.0013 -0.0003
O 3.6751 10.4462 17.9408 -0.0004 0.0011 -0.0012

Results
free energy: -139623.779 eV
free energy less fixed offsets of As -4856.12, O -568.88, Si -635.61 eV per atom: 1.531 eV

The program warned: the cutoff lies below the one the program advises for these potential files; the exchange-correlation potential is rough where the density is thin.
